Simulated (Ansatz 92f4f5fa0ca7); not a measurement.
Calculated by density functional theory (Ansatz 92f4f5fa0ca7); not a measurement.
Periodic cell of 189 atoms, Si117O72, from a study of silicon, its oxide and their interface. The atomic structure is a simulated model.

Settings: functional r2SCAN; potential files Ansatz norm-conserving; basis plane waves; wave-function cutoff 1300 eV; density cutoff ratio 4; exchange-correlation grid ratio 1; k mesh 2 x 2 x 1, shifted by 0.5 0.5 0.5 of a step; self-consistency stop 5e-08 eV per atom in the density residual; occupations Fermi-Dirac, 0.05 eV; spin none; net charge 0.

Cell vectors (angstrom)
a, 11.5403, 0, 0
b, 0, 11.5403, 0
c, 0.1664, -1.6996, 25.0702

Atoms: element, x, y, z (angstrom)
Si, 0.539, 11.28, 0.3425
Si, 0.91, 4.0678, -0.0044
Si, 0.9407, 8.2149, 0.2616
Si, 4.5763, 11.4069, 0.565
Si, 4.6686, 2.9331, -0.0103
Si, 4.5999, 8.4004, 0.0349
Si, 8.403, -0.1372, 0.5271
Si, 8.6852, 2.8989, -0.1421
Si, 8.3776, 8.3768, -0.0347
Si, 2.536, 0.0887, 1.62
Si, 2.8284, 3.9054, 1.3986
Si, 2.8237, 7.8583, 1.5659
Si, 6.4999, -0.1001, 1.8359
Si, 6.6922, 3.6369, 1.0917
Si, 6.5287, 7.8168, 1.3359
Si, 10.3192, -0.1373, 1.8226
Si, 10.4921, 3.5458, 1.2792
Si, 10.3615, 7.7134, 1.2937
Si, 2.6628, 2.03, 2.8741
Si, 2.8403, 5.8101, 2.7668
Si, 2.6721, 9.6941, 2.9742
Si, 6.5907, 1.9715, 2.8395
Si, 6.5947, 5.6906, 2.5193
Si, 6.5415, 9.4804, 3.0064
Si, 10.4661, 1.8756, 2.9296
Si, 10.3859, 5.6581, 2.5698
Si, 10.3647, 9.4302, 2.9705
Si, 0.8037, 1.9196, 4.2964
Si, 0.7932, 5.7547, 4.0435
Si, 0.7557, 9.5504, 4.3041
Si, 4.634, 1.9437, 4.1735
Si, 4.7554, 5.7316, 4.0969
Si, 4.6057, 9.6099, 4.307
Si, 8.5077, 1.928, 4.2234
Si, 8.4817, 5.7044, 4.0093
Si, 8.4664, 9.5077, 4.3259
Si, 0.7771, -0.0373, 5.603
Si, 0.7859, 3.8917, 5.539
Si, 0.7843, 7.5925, 5.5622
Si, 4.6477, 0.041, 5.5752
Si, 4.6617, 3.8439, 5.5359
Si, 4.6488, 7.6151, 5.5381
Si, 8.4924, -0.018, 5.5551
Si, 8.4947, 3.8737, 5.5281
Si, 8.4792, 7.5321, 5.5566
Si, 2.7166, 11.536, 6.9322
Si, 2.7132, 3.8108, 6.8906
Si, 2.7229, 7.6118, 6.9072
Si, 6.5865, 11.5678, 6.9079
Si, 6.5786, 3.8283, 6.9072
Si, 6.5541, 7.6001, 6.91
Si, 10.3938, 11.5022, 6.9427
Si, 10.4104, 3.886, 6.9161
Si, 10.4011, 7.5998, 6.9362
Si, 2.668, 1.902, 8.3177
Si, 2.6686, 5.694, 8.2597
Si, 2.7993, 9.5808, 8.2341
Si, 6.6422, 1.9252, 8.3061
Si, 6.4779, 5.7062, 8.3006
Si, 6.6049, 9.5949, 8.1727
Si, 10.4387, 1.9287, 8.2362
Si, 10.4526, 5.7447, 8.3719
Si, 10.3278, 9.5528, 8.2829
Si, 0.7028, 1.9699, 9.7334
Si, 0.8772, 5.657, 9.7698
Si, 0.814, 9.5594, 9.4787
Si, 4.6643, 1.854, 9.5987
Si, 4.5127, 5.6707, 9.6585
Si, 4.779, 9.581, 9.5985
Si, 8.6162, 1.9009, 9.6846
Si, 8.4307, 5.8088, 9.5865
Si, 8.3692, 9.6364, 9.7051
Si, 0.7672, 11.4287, 10.8412
Si, 0.7553, 3.8018, 11.3638
Si, 0.8707, 7.7207, 10.893
Si, 4.8303, 11.5152, 11.0004
Si, 4.4904, 3.6901, 11.0136
Si, 4.6212, 7.6432, 10.8994
Si, 8.5397, 11.5519, 11.156
Si, 8.5589, 3.9214, 10.8978
Si, 8.2987, 7.6674, 11.0257
Si, 2.7595, 11.4784, 12.018
Si, 2.7283, 3.0454, 12.6346
Si, 2.7632, 8.375, 12.212
Si, 6.671, 12.1367, 12.5733
Si, 6.5615, 3.6955, 12.0341
Si, 6.3559, 6.8185, 12.3109
Si, 10.5501, 10.859, 12.352
Si, 10.2479, 4.6804, 12.4522
Si, 10.3928, 7.7624, 12.0303
Si, 3.173, 0.9177, 17.0675
Si, 7.4207, 10.787, 15.4291
Si, 9.881, 4.7253, 17.954
Si, 1.2444, 4.3199, 17.8073
Si, 1.265, 1.0226, 21.2219
Si, -1.4644, 11.9464, 15.1571
Si, 3.1286, 13.7513, 22.9682
Si, 9.2749, 5.636, 22.3427
Si, 1.8565, 5.5055, 20.593
Si, 8.75, 3.3043, 20.3942
Si, 6.4396, 7.6837, 19.2657
Si, 3.4013, 4.424, 15.5003
Si, 12.202, 1.916, 16.3227
Si, 5.497, 8.6998, 16.7087
Si, 9.9212, 3.2828, 15.2298
Si, 0.3912, 8.3368, 20.1779
Si, 4.1509, 5.0189, 22.4522
Si, 2.0718, 10.7809, 19.1639
Si, 4.9188, 10.1405, 19.2185
Si, 4.7387, 3.1172, 17.8866
Si, -0.0156, 10.316, 22.4453
Si, 5.9594, 4.6721, 20.1417
Si, 9.238, 7.215, 19.5694
Si, 4.3228, 7.2166, 14.4653
Si, 0.5388, 4.8614, 23.1533
Si, 5.985, 12.2557, 17.5557
Si, 9.941, 1.2115, 21.9889
O, 4.8725, 4.2878, 18.9888
O, 0.2196, 5.2876, -0.9135
O, 10.174, -0.4099, 21.9768
O, 5.5752, 8.8722, 19.9997
O, 4.5938, 10.0255, -0.3848
O, -0.1038, 1.8257, 21.6292
O, 2.3732, 11.1606, 17.6176
O, 6.2655, 6.2606, 20.004
O, 4.5332, 7.6468, -1.4234
O, 0.0263, 8.8846, 21.6721
O, 9.7399, 3.6074, 19.1339
O, 8.4225, 1.263, -0.3737
O, 8.4448, -1.5218, -0.4079
O, 3.5182, 10.5754, 19.9147
O, 9.0636, 6.0406, 18.4409
O, 1.2411, 12.0884, 19.6668
O, 6.0812, 7.5141, 17.6761
O, 3.4936, 2.0828, 18.2062
O, 4.1908, 5.7458, 15.074
O, -0.1164, 5.2029, 17.773
O, 6.1346, 2.2856, 17.9137
O, 2.7262, 1.3833, 12.8944
O, 6.791, 11.2862, 14.0072
O, 3.2515, 3.8247, 23.0943
O, 6.6076, 2.2454, 12.9458
O, 6.5205, 5.2141, 12.793
O, -2.4862, 10.692, 15.3409
O, 10.4151, 6.3076, 12.8806
O, 1.2364, 9.4109, 19.3058
O, 4.6668, 0.5212, 16.566
O, 10.4751, 9.2401, 12.8496
O, 11.2273, 0.5957, 16.3303
O, 0.775, 2.7455, 17.7364
O, 0.8718, 9.7813, -0.2145
O, 8.9275, 1.7369, 20.8097
O, 9.3791, 4.1157, 16.5279
O, 2.734, 9.9648, 12.7931
O, 1.2038, 6.9525, 20.3008
O, 5.7545, 7.4663, 13.7125
O, 4.5136, 3.6103, 16.3634
O, 11.5398, 2.9895, 15.2887
O, 5.8771, 11.4504, 18.9883
O, 7.9739, 8.1956, 19.3853
O, 9.2202, 1.8085, 15.1643
O, 9.2227, 6.6571, 21.0879
O, 10.8161, 11.7431, 13.7261
O, 2.9886, 7.4679, 13.5721
O, 9.6697, 4.077, 13.8679
O, 3.2882, 5.7945, 21.3011
O, 0.0855, 10.2852, 24.0541
O, 4.4045, 3.3646, -1.6031
O, 4.6466, 9.6474, 17.703
O, 2.9022, 3.7111, 14.132
O, 5.413, 4.3871, 21.6387
O, 2.1588, 4.7151, 16.5256
O, 1.3159, 11.1301, 21.9938
O, 13.7305, 1.5135, 15.911
O, 2.0031, 4.6803, 19.1958
O, 7.2436, 11.8161, 16.6785
O, 4.3412, 8.2456, 15.6989
O, 1.906, 13.1035, 23.8565
O, 4.7098, 1.2816, -0.2868
O, 6.7319, 9.3928, 15.9009
O, 1.577, 5.8558, 23.8851
O, 10.7005, 5.6879, 23.0839
O, 2.662, 13.3728, 21.4489
O, 9.1014, 4.1486, 21.7309
O, 8.0723, 7.6853, -1.5319
O, 0.9679, 4.5902, 21.6013
O, 9.1443, 3.4014, -1.6608
O, -0.9565, 8.0654, 19.3216
O, 7.262, 3.7419, 19.939

Results
free energy: -47207.331 eV
free energy less fixed offsets of O -463.61, Si -117.95 eV per atom: -27.261 eV
pressure: -1.37 GPa
stress xx, yy, zz, yz, xz, xy (GPa, positive in tension): 0.26, 2.29, 1.55, -0.06, -0.14, 0.13

Forces (eV/angstrom), in the order of the atoms: element, x, y, z
Si, -0.097, -0.2598, -0.6518
Si, -0.0993, -0.0517, -0.6361
Si, 0.2389, 0.3095, -0.3254
Si, 0.0299, -0.0202, -0.8847
Si, 0.0093, -0.3244, -0.7632
Si, -0.1452, 0.2022, -0.4821
Si, -0.0522, 0.0353, -0.7131
Si, 0.1615, -0.3492, -0.6335
Si, -0.0059, 0.2559, -0.5866
Si, -0.0877, -0.1356, -0.2129
Si, 0.0607, -0.2407, -0.0297
Si, 0.0349, -0.0239, -0.3568
Si, 0.1018, -0.0716, -0.2871
Si, -0.2137, -0.1157, -0.021
Si, -0.0448, 0.0408, -0.1934
Si, -0.0031, 0.1213, -0.2409
Si, 0.0717, 0.1481, -0.0378
Si, 0.022, 0.1395, -0.3251
Si, -0.0833, 0.1264, 0.0923
Si, -0.0027, 0.1333, 0.1019
Si, -0.097, 0.0454, 0.198
Si, 0.0939, 0.1439, 0.1953
Si, -0.027, -0.0215, -0.1658
Si, -0.0191, -0.0651, 0.2418
Si, -0.0017, 0.1259, 0.1353
Si, 0.1321, 0.0058, -0.0379
Si, 0.0936, -0.3015, 0.1184
Si, -0.0037, 0.0931, -0.0274
Si, 0.0132, -0.1678, -0.161
Si, 0.041, -0.0838, -0.1126
Si, 0.0939, 0.2011, -0.0684
Si, -0.0516, 0.042, -0.0228
Si, -0.0333, -0.0403, 0.0225
Si, -0.0839, 0.1168, -0.0647
Si, 0.0717, -0.043, -0.1065
Si, 0.021, -0.0809, 0.0081
Si, 0.0474, -0.1051, 0.0436
Si, -0.0163, -0.0685, -0.0423
Si, -0.0144, 0.177, 0.0045
Si, 0.0404, 0.0584, 0.04
Si, -0.0438, -0.0709, 0.0241
Si, -0.0082, 0.0313, 0.0222
Si, 0.0533, 0.0266, -0.0133
Si, -0.0331, -0.0059, -0.0129
Si, 0.0238, -0.0555, 0.0112
Si, -0.0449, -0.0385, 0.0026
Si, -0.0161, 0.0548, -0.0073
Si, 0.0919, -0.105, -0.0082
Si, 0.0117, 0.0231, 0.0468
Si, 0.03, -0.0114, -0.0151
Si, -0.0815, 0.0198, 0.0082
Si, -0.0404, 0.0535, 0.0589
Si, 0.0225, 0.0513, 0.0183
Si, 0.0183, -0.0227, -0.0142
Si, 0.0783, 0.0336, 0.1022
Si, 0.0549, -0.1214, 0.0119
Si, -0.0285, -0.0161, -0.0055
Si, -0.0527, -0.0283, 0.1253
Si, 0.0477, 0.1271, 0.0438
Si, 0.0029, 0.0601, -0.0102
Si, -0.0516, -0.0241, 0.0023
Si, -0.0828, -0.0735, 0.0928
Si, 0.0897, 0.041, 0.0326
Si, 0.0283, 0.018, 0.0439
Si, 0.0099, -0.0739, 0.0667
Si, -0.0144, -0.043, -0.3456
Si, -0.0461, 0.028, -0.2812
Si, -0.203, -0.1738, -0.1096
Si, 0.1029, 0.0576, -0.0666
Si, 0.0363, 0.0539, -0.0416
Si, -0.0535, 0.0548, -0.3066
Si, -0.0376, 0.0208, 0.02
Si, -0.1534, -0.0113, 0.2082
Si, -0.0204, 0.074, 0.1073
Si, 0.1516, 0.2527, 0.2473
Si, 0.1881, 0.2034, 0.2341
Si, -0.1544, -0.147, 0.2219
Si, -0.0441, -0.0551, -0.037
Si, 0.1565, -0.0943, 0.2256
Si, 0.169, -0.0048, 0.2129
Si, -0.1161, -0.2888, 0.2848
Si, -0.0435, -0.0983, 0.6503
Si, 0.1749, -0.1288, 0.4017
Si, -0.0576, 0.027, 0.8135
Si, 0.0838, 0.0496, 0.5235
Si, -0.0249, 0.0488, 0.8079
Si, 0.0138, 0.0708, 0.7184
Si, 0.0192, -0.1756, 0.5658
Si, -0.159, 0.0785, 0.6424
Si, 0.0909, 0.0445, 0.6606
Si, -0.0835, -0.0354, -0.0379
Si, 0.1578, 0.0395, 0.5276
Si, 0.0455, 0.014, 0.0638
Si, -0.1054, 0.0819, 0.241
Si, -0.0096, -0.1055, -0.5381
Si, -0.0467, -0.0276, 0.4891
Si, 0.059, -0.0563, -0.5883
Si, 0.0605, -0.1079, -0.5493
Si, 0.0875, 0.1536, -0.5619
Si, -0.1235, -0.1275, -0.4703
Si, 0.1051, 0.1231, 0.0354
Si, 0.0312, -0.0571, 0.4151
Si, 0.1926, -0.0017, 0.346
Si, -0.1551, -0.0855, 0.1429
Si, -0.0355, -0.0039, 0.3127
Si, 0.0518, 0.0916, -0.3051
Si, 0.114, 0.0849, -0.2741
Si, -0.0279, -0.0093, -0.0497
Si, -0.0592, 0.1595, 0.2551
Si, 0.136, 0.0788, 0.2165
Si, 0.153, -0.1489, -0.4083
Si, -0.0112, 0.0065, -0.2981
Si, 0.0075, 0.1941, -0.4242
Si, -0.0557, 0.1692, 0.4104
Si, 0.2296, -0.1892, -0.4325
Si, 0.1658, 0.0436, 0.209
Si, -0.0728, -0.0043, -0.6169
O, 0.1441, -0.1284, 0.0415
O, 0.2327, -0.1201, 0.2188
O, 0.2624, 0.137, 0.3267
O, 0.0055, -0.0189, -0.4606
O, 0.0138, -0.1537, 0.8372
O, -0.0448, -0.2443, 0.2617
O, 0.1771, 0.2522, 0.139
O, 0.012, -0.0765, 0.028
O, -0.1024, 0.047, 0.291
O, -0.0222, 0.2659, 0.1051
O, -0.1674, 0.1993, 0.1197
O, 0.1851, 0.3337, 0.4715
O, 0.0281, -0.3345, 0.6357
O, 0.0034, -0.0133, -0.3129
O, 0.1452, -0.0239, 0.215
O, 0.1417, -0.1278, 0.4159
O, -0.1597, 0.3945, 0.1022
O, 0.1253, -0.0693, -0.32
O, -0.0197, 0.0996, -0.2139
O, -0.0897, -0.2674, 0.0568
O, -0.424, -0.2705, -0.1773
O, -0.0834, 0.2452, -0.4901
O, -0.0614, 0.4228, -0.4641
O, -0.0294, -0.153, 0.0426
O, 0.0503, -0.1694, -0.7256
O, -0.0275, 0.2192, -0.6387
O, -0.1636, 0.2807, -0.1893
O, -0.0128, -0.4294, -0.7198
O, -0.0462, 0.0668, 0.2741
O, 0.034, 0.1234, 0.2152
O, -0.0975, 0.3166, -0.7011
O, -0.2033, 0.2556, -0.5024
O, 0.0804, 0.0086, -0.4255
O, -0.1596, -0.1253, 0.547
O, 0.2619, 0.1589, 0.3932
O, 0.2359, -0.1633, -0.1942
O, 0.0676, -0.1192, -0.7691
O, -0.0541, -0.1629, 0.177
O, -0.0813, -0.1945, -0.2021
O, -0.2999, 0.0856, -0.1363
O, -0.2395, -0.0981, 0.0174
O, -0.2256, -0.1901, -0.3242
O, -0.1069, -0.3374, 0.0388
O, 0.2405, -0.0227, -0.1643
O, 0.0474, -0.2804, 0.3582
O, -0.1391, -0.2615, -0.3835
O, 0.1982, 0.1744, -0.2617
O, 0.1775, 0.0811, -0.3369
O, 0.0149, -0.2919, 0.3795
O, 0.1214, -0.0442, 0.3577
O, -0.2116, 0.1202, 0.586
O, 0.3618, -0.1399, -0.0068
O, -0.0174, -0.2057, -0.4691
O, -0.2164, 0.1175, 0.1449
O, 0.2673, -0.1781, -0.2362
O, -0.2894, 0.1497, 0.0607
O, -0.1662, 0.0733, 0.2333
O, -0.1289, 0.0818, 0.1611
O, -0.1822, -0.2543, -0.374
O, 0.1995, -0.2357, -0.2668
O, -0.1305, 0.3072, 0.3094
O, -0.0831, 0.5814, 0.5418
O, -0.1091, 0.1964, -0.0459
O, -0.343, -0.1096, 0.271
O, -0.0032, -0.0657, 0.0104
O, -0.0925, 0.0555, 0.6396
O, -0.0044, 0.2304, 0.181
O, 0.2215, 0.1766, 0.5741
O, -0.119, 0.1128, 0.5319
O, -0.0948, -0.1945, 0.5403
O, -0.024, -0.1912, 0.3501
O, 0.0824, 0.1315, 0.2106
